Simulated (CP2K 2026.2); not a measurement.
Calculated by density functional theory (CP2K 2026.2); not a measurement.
Periodic cell of 504 atoms, Si360O144, from a study of silicon, its oxide and their interface. The atomic structure is a simulated model.
Doubt: the forces sum to 2.54 eV/angstrom along one axis rather than to zero, so they err by at least 0.0050 eV/angstrom per atom on average; the grid cutoff is modest.

Settings
functional: PBE
method: Gaussian and plane waves
basis set: DZVP-MOLOPT-SR-GTH
pseudopotentials: GTH-PBE
grid cutoff: 300 Ry, relative cutoff 40 Ry
k points: Gamma only
occupations: fixed
spin: none
net charge: 0

Cell vectors (angstrom)
a	16.32	0	0
b	0	16.32	0
c	3.7741	6.3619	33.627

Atoms and the computed forces on them: element, x, y, z (angstrom), force x, y, z (eV/angstrom)
Si	1.592	-1.719	0.148	-0.086	0.288	0.786
Si	4.328	1.152	0.244	-0.06	0.015	0.726
Si	1.007	4.325	-0.002	0.112	-0.159	0.738
Si	3.901	6.696	0.092	0.361	-0.059	0.663
Si	1.723	-7.289	-0.099	-0.314	0.381	0.691
Si	3.847	-3.891	0.059	0.243	-0.157	0.79
Si	6.56	-1.006	0.057	0.062	-0.262	0.707
Si	9.099	1.575	0.044	0.377	-0.155	0.689
Si	7.071	3.979	0.225	-0.191	0.052	0.709
Si	9.211	7.195	-0.038	0.171	-0.171	0.748
Si	7.029	9.479	0.047	-0.227	-0.017	0.736
Si	-6.566	-4.05	0.267	-0.318	0.157	0.62
Si	-3.746	-1.527	0.218	-0.048	-0.034	0.642
Si	-1.775	1.603	0.09	0.289	-0.067	0.742
Si	-3.956	3.877	0.104	-0.167	0.104	0.685
Si	-1.169	6.567	0.101	-0.024	0.038	0.667
Si	-4.395	-6.353	-0.098	0.418	-0.465	0.627
Si	-1.56	-3.787	-0.145	0.127	-0.173	0.641
Si	2.707	-0.052	1.407	-0.028	-0.031	-0.054
Si	5.477	2.761	1.477	0.027	-0.021	-0.053
Si	2.626	5.323	1.433	-0.033	-0.006	-0.01
Si	5.469	8.111	1.234	0.006	0.006	-0.032
Si	2.703	-5.554	1.245	-0.034	-0.032	-0.031
Si	5.442	-2.691	1.31	-0.039	0.021	-0.065
Si	8.099	0.036	1.471	-0.005	-0.005	-0.092
Si	-5.511	2.656	1.333	-0.049	-0.039	-0.054
Si	8.257	5.55	1.418	0.028	0.027	-0.039
Si	-5.418	8.239	1.204	0.006	0.068	-0.078
Si	8.142	-5.317	1.425	0.037	-0.016	-0.016
Si	-5.329	-2.62	1.556	0	0.021	-0.041
Si	-2.672	0.013	1.545	0.021	0.015	-0.029
Si	-0.085	2.716	1.304	-0.02	-0.031	-0.051
Si	-2.752	5.424	1.383	-0.02	-0.006	-0.075
Si	0.052	8.121	1.324	0.024	0.019	-0.063
Si	-2.691	-5.374	1.212	-0.003	-0.019	-0.064
Si	-0.021	-2.811	1.382	-0.015	-0.005	-0.039
Si	1.325	1.366	2.675	-0.002	0.021	-0.01
Si	4.035	4.042	2.781	0.029	0.017	0.028
Si	1.352	6.779	2.764	0	0.004	0.042
Si	4.105	9.471	2.637	0.03	0.011	0.027
Si	1.334	-4.223	2.679	0.03	0.021	0.034
Si	4.078	-1.397	2.759	0.034	0.003	0.043
Si	6.802	1.403	2.857	0.004	0.001	0.051
Si	9.578	4.116	2.734	0.006	-0.018	0.032
Si	6.797	6.837	2.716	-0.022	-0.016	0.047
Si	9.557	-6.75	2.68	0.048	0.004	0.057
Si	6.755	-4.016	2.743	-0.042	0.001	0.014
Si	-6.808	-1.304	2.79	-0.013	0.017	0.026
Si	-4.165	1.335	2.776	-0.003	0.034	0.029
Si	-1.403	4.055	2.748	0.002	-0.014	0.041
Si	-4.109	6.858	2.637	-0.042	-0.008	0.01
Si	-1.356	-6.785	2.59	0	0.016	0.013
Si	-3.986	-4.089	2.77	0.03	-0.027	0.035
Si	-1.268	-1.371	2.792	0.013	-0.01	0.022
Si	0.046	0.013	4.119	-0.003	-0.007	0.002
Si	2.681	2.682	4.102	-0.026	-0.016	0.003
Si	-0.034	5.427	4.097	0.014	-0.017	-0.028
Si	2.747	8.151	4.063	-0.023	0.012	-0.009
Si	-0.031	-5.497	4.067	-0.011	-0.004	0.011
Si	2.697	-2.8	4.047	-0.005	0.002	-0.046
Si	5.42	-0.012	4.134	-0.022	0.008	-0.039
Si	8.193	2.783	4.132	-0.003	0.003	-0.025
Si	5.423	5.459	4.07	0.022	0.029	-0.017
Si	8.179	-8.119	4.053	0.011	0.001	-0.04
Si	5.416	-5.45	4.043	-0.021	-0.037	-0.022
Si	8.148	-2.699	4.103	0.015	0.002	-0.002
Si	-5.477	0.017	4.178	0.015	0.02	0.005
Si	-2.766	2.707	4.101	0.014	-0.016	-0.017
Si	-5.404	5.486	4.074	0.013	-0.029	-0.016
Si	-2.719	8.187	3.993	0.006	0.021	0
Si	-5.405	-5.436	4.083	-0.002	0.004	-0.008
Si	-2.663	-2.717	4.128	-0.029	0.006	-0.006
Si	1.38	-1.359	16.318	-0.013	-0.005	0.003
Si	4.071	1.371	16.352	0.007	0.002	0.017
Si	1.367	4.077	16.379	-0.004	0.007	0.011
Si	4.107	6.809	16.383	0.009	0.005	0.016
Si	1.395	-6.805	16.342	-0.005	0.017	-0.004
Si	4.061	-4.097	16.337	-0.009	-0.008	0.006
Si	6.725	-1.379	16.269	-0.007	-0.008	-0.003
Si	-6.787	1.391	16.227	0.012	-0.004	-0.013
Si	6.77	4.12	16.326	0.009	-0.018	0.001
Si	-6.843	6.82	16.304	0.009	-0.01	0.001
Si	6.808	-6.822	16.348	-0.001	-0.018	0.007
Si	-6.818	-4.139	16.282	0.017	-0.004	0.003
Si	-4.061	-1.367	16.254	0.003	0.005	0.004
Si	-1.328	1.368	16.291	-0.011	0.021	0.007
Si	-4.079	4.085	16.239	0.012	-0.015	-0.013
Si	-1.312	6.793	16.327	0.012	0.006	-0.002
Si	-4.079	9.55	16.293	-0.023	0.005	-0.006
Si	-1.343	-4.078	16.299	0.006	0.017	-0.008
Si	2.729	-0.018	17.712	-0.015	0.021	-0.004
Si	5.408	2.781	17.701	0.011	0.009	0.027
Si	2.728	5.458	17.74	0.009	-0.021	-0.007
Si	5.506	8.138	17.767	-0.007	-0.016	0.026
Si	2.724	-5.447	17.737	-0.008	0.002	0.04
Si	5.406	-2.743	17.701	0.014	0.024	-0.004
Si	8.118	0.032	17.489	0.007	0.037	-0.012
Si	-5.455	2.768	17.603	-0.003	0.002	0.005
Si	8.125	5.471	17.702	-0.009	0.025	0.012
Si	-5.506	8.234	17.612	0.001	0.028	0.015
Si	8.149	-5.46	17.717	0.019	-0.007	0.01
Si	-5.4	-2.794	17.553	-0.022	-0.01	0.007
Si	-2.713	0.016	17.604	-0.012	-0.026	0.012
Si	0.014	2.68	17.728	-0.033	-0.021	0.039
Si	-2.674	5.369	17.6	0.003	-0.021	0.02
Si	0.052	-8.165	17.707	-0.001	-0.032	-0.016
Si	-2.687	-5.44	17.66	0.008	0.015	0.023
Si	0.015	-2.722	17.659	0.026	-0.018	0.026
Si	1.396	1.324	19.114	0.001	-0.002	-0.03
Si	4.07	4.136	19.149	0.027	-0.024	0
Si	1.405	6.828	19.125	0.006	0.008	-0.002
Si	4.16	-6.779	19.084	-0.014	0.023	-0.043
Si	1.301	-4.101	19.085	0.015	-0.018	-0.053
Si	4.038	-1.414	19.088	-0.022	-0.023	-0.009
Si	6.837	1.38	18.918	0.025	0.019	-0.036
Si	-6.843	4.075	18.998	-0.015	-0.039	-0.007
Si	6.869	6.802	19.214	-0.021	0.022	-0.011
Si	-6.804	9.546	19.128	0.003	-0.029	0.022
Si	6.782	-4.087	19.066	0.005	-0.013	0.01
Si	9.462	-1.406	18.705	-0.012	-0.034	-0.06
Si	-4.084	1.406	18.91	0.041	0.029	-0.037
Si	-1.379	4.02	19.082	-0.037	0.004	-0.072
Si	-4.106	6.788	18.759	0.018	-0.033	-0.047
Si	-1.327	-6.807	19.028	-0.015	0.04	-0.022
Si	-4.047	-4.082	19.009	0.003	0.024	-0.032
Si	-1.347	-1.327	18.964	0.015	0.014	-0.041
Si	-0.01	-0.071	20.427	-0.004	-0.017	0.062
Si	2.731	2.722	20.501	-0.017	0.019	0.038
Si	0.005	5.444	20.419	-0.006	-0.017	0.037
Si	2.82	8.193	20.465	0.022	-0.011	0.04
Si	-0.076	-5.454	20.501	-0.008	0.044	0.026
Si	2.654	-2.764	20.495	-0.032	0.011	0.057
Si	5.518	-0.016	20.242	0.005	-0.017	0.026
Si	8.136	2.712	20.389	-0.018	0.013	0.082
Si	5.458	5.454	20.591	0.003	0.024	0.067
Si	8.238	8.184	20.637	0.008	-0.011	0.059
Si	5.475	-5.407	20.525	0.001	-0.025	0.035
Si	8.202	-2.64	20.223	0	0.006	0.064
Si	-5.565	-0.008	19.963	-0.008	0.018	0.006
Si	-2.8	2.626	20.456	0.026	-0.001	0.048
Si	-5.439	5.518	20.158	-0.034	0.034	0.012
Si	-2.767	-8.26	20.14	-0.009	0.029	0.037
Si	-5.384	-5.4	20.44	0	-0.013	0.075
Si	-2.711	-2.636	20.318	0.015	0.013	0.039
Si	0.958	-1.748	21.797	0.166	0.193	-0.769
Si	4.381	1.456	21.599	-0.158	0.019	-0.68
Si	1.08	3.864	21.781	0.324	0.262	-0.576
Si	4.434	7.168	21.899	-0.211	-0.241	-0.707
Si	1.625	-6.56	21.721	-0.058	0.024	-0.703
Si	3.821	-4.314	21.825	0.129	0.141	-0.771
Si	7.079	-1.114	21.591	-0.069	-0.118	-0.734
Si	-7.004	1.012	21.466	0.027	0.175	-0.697
Si	6.54	3.732	21.809	0.168	0.179	-0.759
Si	-6.369	6.962	21.767	-0.325	-0.092	-0.693
Si	6.681	-6.879	21.948	0.277	0.228	-0.691
Si	9.888	-3.561	21.525	-0.146	-0.307	-0.769
Si	-4.296	-1.285	21.376	0.226	0.085	-0.638
Si	-1.136	1.511	21.739	-0.346	-0.246	-0.623
Si	-4.006	4.334	21.514	-0.081	-0.264	-0.696
Si	-1.749	6.504	21.532	0.197	0.052	-0.732
Si	-4.191	-7.135	21.559	-0.014	0.244	-0.684
Si	-1.361	-3.885	21.769	-0.125	-0.227	-0.703
Si	-0.457	-1.82	-7.219	0.01	-0.095	0.096
Si	-1.346	-5.198	-2.913	0.074	0.078	0.028
Si	3.62	-0.541	-6.611	0.03	0.051	0.004
Si	3.719	7.264	24.9	0.168	-0.058	-0.128
Si	2.329	2.293	-1.885	-0.052	0.071	0.02
Si	4.414	-7.001	-6.73	0.092	0.083	-0.132
Si	-0.821	1.201	24.762	0.036	0.019	-0.176
Si	-0.918	5.952	-4.456	-0.183	-0.025	0.036
Si	1.154	-0.89	-5.159	-0.047	0.004	0.172
Si	-1.906	7.992	-2.556	-0.049	0.074	0.011
Si	-2.443	3.334	-4.25	0.028	0.022	-0.001
Si	-4.412	-0.626	-2.569	-0.138	-0.014	0.145
Si	6.53	7.445	-6.99	0.014	0.052	0
Si	5.655	-2.813	23.907	0.021	-0.057	-0.055
Si	-4.246	-5.425	-3.056	-0.101	0.066	0.258
Si	5.496	2.453	26.037	-0.03	0.069	0.074
Si	1.443	3.269	24.6	-0.026	0.056	0.009
Si	5.031	-7.045	-3.75	-0.02	-0.11	-0.029
Si	7.794	4.017	24.705	-0.061	-0.202	-0.011
Si	0.901	-5.576	-5.126	-0.062	0.016	-0.034
Si	-4.426	-7.996	-4.307	0.041	-0.051	0.026
Si	2.295	-7.378	-3.004	-0.075	0.04	0.056
Si	1.352	-0.982	24.829	-0.142	-0.019	-0.116
Si	3.523	0.922	24.342	-0.043	0.068	0.001
Si	-6.126	-4.311	24.253	-0.069	0.066	0.02
Si	-3.393	5.221	25.837	-0.104	0.092	-0.082
Si	5.762	-4.86	-2.128	0.039	0.033	0.104
Si	6.758	6.84	-4.096	0.082	0.116	-0.067
Si	-3.427	2.116	25.749	-0.028	-0.025	-0.139
Si	-6.249	-3.086	-2.652	-0.04	-0.074	0.105
Si	-6.53	1.43	-2.879	-0.086	-0.04	0.063
Si	1.752	1.638	-6.486	-0.102	-0.063	-0.061
Si	5.384	4.992	-2.086	-0.081	-0.02	0.121
Si	7.5	-5.294	24.667	-0.001	0.023	-0.242
Si	-7.899	1.002	-5.686	0.142	0.009	-0.056
Si	1.95	6.521	-4.932	0.012	0.144	0.123
Si	1.629	-7.626	-7.114	-0.109	0.077	0.039
Si	-5.533	0.219	26.293	0.027	0.058	-0.059
Si	-6.573	6.648	-3.088	-0.055	0.069	0.128
Si	7.306	-2.134	-2.735	-0.014	0.013	0.004
Si	-5.81	4.859	23.905	-0.005	0.09	-0.097
Si	-3.268	-5.398	23.728	0.134	0.034	0.02
Si	0.919	-0.393	-2.478	0.232	0.042	0.101
Si	-4.807	0.774	23.512	0.046	-0.056	-0.14
Si	5.845	-0.038	-4.678	0.025	0.06	0.1
Si	-1.384	6.997	24.523	-0.029	-0.12	0.044
Si	-5.105	4.097	-2.751	0.042	-0.01	0.152
Si	3.158	4.001	-5.937	0.066	0.112	0.007
Si	-3.74	3.937	-6.891	0.082	-0.054	0.117
Si	-2.656	-7.003	26.212	-0.056	0.014	-0.021
Si	-1.739	0.582	-2.901	-0.294	0.288	0.189
Si	1.027	-7.767	24.501	-0.036	-0.162	-0.03
Si	4.438	2.579	-3.812	0.091	0.002	-0.068
Si	-3.06	6.887	-6.6	0.036	0.061	0.046
Si	1.39	-1.392	5.437	0.025	0.013	-0.004
Si	4.051	1.343	5.47	0	-0.002	0.014
Si	1.337	4.072	5.448	0.02	-0.003	-0.011
Si	4.084	6.807	5.446	-0.003	0.014	0.002
Si	1.359	9.492	5.418	-0.002	-0.011	0.007
Si	4.062	-4.115	5.432	-0.01	-0.009	0.001
Si	6.796	-1.354	5.479	0.01	-0.002	-0.016
Si	9.512	1.403	5.506	-0.002	0.021	0.013
Si	6.787	4.115	5.451	-0.004	-0.019	0
Si	9.517	6.819	5.422	0.007	-0.003	-0.014
Si	6.805	-6.779	5.414	0	0.016	0.001
Si	-6.79	-4.075	5.429	0.005	0.004	0.002
Si	-4.072	-1.368	5.463	-0.015	-0.012	-0.006
Si	-1.374	1.352	5.446	-0.015	0.004	-0.016
Si	-4.074	4.113	5.455	-0.01	0.007	-0.002
Si	-1.387	6.819	5.409	-0.027	0.01	-0.01
Si	-4.058	-6.807	5.422	0.016	-0.002	-0.003
Si	-1.331	-4.102	5.461	0.022	-0.003	-0.007
Si	2.719	-0.029	6.824	0.018	-0.019	-0.001
Si	5.429	2.728	6.796	-0.004	0.005	-0.008
Si	2.714	5.438	6.792	0.002	0.006	0.002
Si	5.45	-8.144	6.786	-0.004	-0.016	-0.001
Si	2.703	-5.46	6.794	-0.007	0.012	0.006
Si	5.426	-2.741	6.795	0.006	0.01	-0.006
Si	8.15	0.016	6.832	-0.01	0.016	0.001
Si	10.89	2.757	6.83	-0.01	-0.006	0
Si	8.159	5.467	6.801	-0.008	0.006	-0.005
Si	-5.431	-8.157	6.785	0.017	-0.004	0.007
Si	-8.159	-5.429	6.787	0.014	0.002	-0.001
Si	10.879	-2.724	6.809	0.005	-0.001	-0.003
Si	-2.72	-0.003	6.818	0.001	0.002	0.004
Si	-0.017	2.716	6.808	-0.001	0.002	0
Si	-2.718	5.466	6.805	0.004	-0.015	0.003
Si	-0.006	8.148	6.782	0.018	-0.003	-0.001
Si	-2.711	-5.453	6.8	-0.013	0.006	0.01
Si	0.019	-2.73	6.808	-0.011	-0.006	0.005
Si	1.351	1.351	8.157	-0.006	-0.015	0.001
Si	4.073	4.085	8.156	0.001	-0.005	0.002
Si	1.352	6.795	8.15	-0.013	-0.002	0.001
Si	4.076	-6.804	8.151	-0.001	0.002	0.006
Si	1.367	-4.091	8.168	0.022	0.013	0.009
Si	4.086	-1.378	8.173	-0.007	0.013	0.008
Si	6.783	1.373	8.174	0.001	-0.014	0.002
Si	9.511	4.103	8.172	0.012	-0.011	0.003
Si	6.8	6.819	8.157	0.014	0.002	0.006
Si	-6.794	-6.794	8.141	-0.01	-0.002	-0.003
Si	6.798	-4.082	8.156	0.003	0	0.002
Si	9.521	-1.355	8.167	0.006	-0.004	-0.002
Si	-4.075	1.373	8.17	0.003	0.015	-0.002
Si	-1.363	4.093	8.162	0.007	0.012	0.002
Si	-4.083	6.811	8.164	-0.005	-0.011	0.007
Si	-1.35	-6.808	8.156	0.002	-0.001	0.005
Si	-4.077	-4.09	8.156	-0.008	0.001	0.001
Si	-1.354	-1.37	8.161	-0.007	0.002	-0.001
Si	-0.002	-0.005	9.519	-0.003	0	0.001
Si	2.714	2.719	9.512	0.009	-0.001	-0.005
Si	0.002	5.442	9.523	0.009	-0.014	0.003
Si	2.715	-8.165	9.51	0.001	-0.01	-0.004
Si	0.005	-5.451	9.522	-0.01	0.003	0.005
Si	2.725	-2.732	9.528	0.004	-0.004	0.003
Si	5.434	-0.002	9.528	0.005	0.001	0
Si	8.151	2.732	9.525	-0.009	0.004	-0.004
Si	5.437	5.449	9.509	-0.005	0	-0.005
Si	-8.155	-8.147	9.51	0.01	0	-0.001
Si	5.435	-5.442	9.512	0.004	0.003	0.002
Si	8.154	-2.717	9.518	0.002	0.009	0.001
Si	-5.44	0.009	9.521	0.003	0.001	0
Si	-2.716	2.733	9.526	-0.003	-0.009	0.005
Si	-5.44	5.452	9.525	-0.012	0.008	0.004
Si	-2.711	-8.16	9.52	-0.002	0.005	0.003
Si	-5.44	-5.442	9.515	0.01	0.002	-0.003
Si	-2.717	-2.731	9.515	-0.01	-0.005	0.004
Si	1.361	-1.364	10.873	-0.003	0.006	-0.006
Si	4.072	1.364	10.878	-0.002	-0.012	0
Si	1.364	4.082	10.878	-0.008	0.003	0.003
Si	4.075	-9.52	10.872	0.002	-0.001	0
Si	1.366	-6.808	10.885	0.007	0.009	0
Si	4.083	-4.089	10.886	-0.002	0.007	0.001
Si	6.796	-1.36	10.885	0.006	0.002	0.001
Si	9.514	1.367	10.881	0	-0.003	0.002
Si	6.787	4.091	10.878	0.005	-0.005	0.005
Si	-6.803	-9.508	10.873	0.014	-0.003	-0.002
Si	-9.523	-6.798	10.869	0	-0.005	-0.003
Si	9.514	-4.083	10.871	0	0.003	-0.002
Si	-4.078	-1.362	10.867	0.004	0.006	-0.008
Si	-1.35	1.367	10.874	0.002	-0.002	-0.006
Si	-4.079	4.09	10.884	-0.005	0	-0.004
Si	-1.351	6.803	10.887	-0.007	-0.001	0
Si	-4.073	-6.797	10.872	-0.012	-0.006	0.004
Si	-1.356	-4.09	10.877	0.003	0.006	0.004
Si	2.71	0.004	12.231	-0.005	-0.007	-0.007
Si	5.426	2.731	12.24	-0.005	0	-0.002
Si	2.725	5.439	12.24	0	-0.007	-0.008
Si	5.431	-8.154	12.226	0.003	-0.006	-0.01
Si	2.727	-5.45	12.248	0.008	0.002	0.006
Si	5.437	-2.725	12.244	0.004	0.007	0.002
Si	8.149	0.008	12.243	0.005	-0.009	0.002
Si	10.875	2.731	12.235	0.007	0.002	0.006
Si	8.147	5.459	12.226	0.008	0.008	-0.003
Si	-5.433	-8.158	12.226	-0.001	0	-0.008
Si	-8.168	-5.442	12.232	-0.006	0.002	0.001
Si	10.874	-2.718	12.223	0.005	0.003	-0.005
Si	-2.706	-0.006	12.216	-0.012	0.004	-0.004
Si	0.008	2.724	12.239	0.004	-0.013	0.001
Si	-2.714	5.447	12.245	0.004	0.002	0.007
Si	0.014	8.153	12.256	-0.007	-0.007	0.003
Si	-2.711	-5.449	12.24	-0.005	0	-0.002
Si	0.012	-2.732	12.231	-0.003	0.007	-0.002
Si	1.369	1.368	13.602	-0.009	-0.001	0.001
Si	4.068	4.082	13.617	0.007	0.006	0.002
Si	1.389	6.798	13.617	0.008	-0.012	0.001
Si	4.089	-6.805	13.611	-0.001	-0.01	-0.005
Si	1.366	-4.088	13.602	-0.001	0.003	-0.009
Si	4.061	-1.36	13.585	-0.009	0.014	-0.01
Si	6.785	1.374	13.598	0.001	-0.01	0.007
Si	9.508	4.107	13.58	-0.009	-0.004	0
Si	6.777	-9.513	13.587	-0.003	0.011	-0.011
Si	-6.806	-6.813	13.575	0.031	-0.018	-0.013
Si	6.786	-4.1	13.603	0.012	0.009	0.006
Si	9.504	-1.371	13.589	0.017	0.009	0.005
Si	-4.065	1.356	13.562	0.011	-0.025	-0.01
Si	-1.342	4.09	13.598	-0.007	0.003	0.003
Si	-4.072	6.816	13.597	-0.021	0.006	-0.003
Si	-1.349	9.514	13.611	-0.002	0.004	0.005
Si	-4.078	-4.075	13.574	-0.019	0.014	-0.003
Si	-1.339	-1.359	13.577	0	-0.006	-0.008
Si	0.02	-0.006	14.947	0.003	-0.002	-0.003
Si	2.711	2.725	14.989	-0.005	-0.014	0.001
Si	0.036	5.432	14.972	-0.016	-0.004	-0.001
Si	2.752	8.155	14.99	0.004	-0.003	0.001
Si	0.022	-5.454	14.97	0.007	0.002	-0.003
Si	2.726	-2.728	14.959	0.008	0.021	0.002
Si	5.396	0.016	14.939	0.008	-0.008	0.003
Si	8.137	2.765	14.94	0.011	0.013	0.007
Si	5.421	5.463	14.963	-0.005	-0.004	-0.01
Si	8.136	-8.155	14.936	-0.001	0	-0.007
Si	5.438	-5.456	14.99	-0.009	-0.008	0
Si	8.139	-2.738	14.953	-0.005	0	0.014
Si	-5.43	-0.002	14.907	0.002	0.003	0.005
Si	-2.706	2.709	14.922	-0.015	-0.009	0.004
Si	-5.457	5.473	14.939	0.026	0.013	0.005
Si	-2.705	8.154	14.978	-0.002	-0.006	0.009
Si	-5.441	-5.449	14.908	-0.011	0.001	0.003
Si	-2.694	-2.726	14.92	-0.014	0.005	0
O	-1.449	-6.784	-2.587	0.093	-0.047	0.022
O	5.47	-5.791	-6.97	-0.236	0.727	-0.126
O	-7.501	1.114	-4.119	-0.477	0.065	0.21
O	-5.159	0.653	-3.182	0.289	0.455	-0.316
O	-1.393	0.966	23.258	-0.036	-0.549	0.131
O	-6.571	6.672	-1.475	0.127	-0.098	-0.078
O	2.554	-7.954	24.925	-0.002	0.286	0.399
O	2.705	-5.44	22.292	-0.11	-0.129	0.524
O	6.395	-1.815	22.878	-0.321	-0.175	0.275
O	2.545	2.185	24.157	0.045	0.149	-0.118
O	3.887	-7.352	-2.64	0.113	-0.272	0.666
O	-3.284	3.65	26.19	0.068	-0.017	0.271
O	-5.291	8.134	22.171	-0.083	0.058	0.296
O	2.804	7.829	-0.3	-0.231	0.021	0.014
O	1.23	-2.335	25.688	0.368	-0.093	-0.14
O	6.644	4.815	-1.103	0.419	0.217	-0.213
O	4.898	1.256	25.111	0.33	-0.475	0.01
O	-2.188	-4.346	23.119	-0.05	0.233	0.424
O	4.504	3.692	25.719	0.195	0.059	-0.698
O	2.751	-2.753	-0.347	0.1	-0.094	-0.519
O	-5.664	5.39	-3.519	0.227	0.039	-0.848
O	-0.08	5.469	-0.489	0.18	-0.148	-0.255
O	8.064	2.793	-0.278	-0.138	-0.076	-0.341
O	-8.114	-0.028	22.098	-0.056	0.054	0.483
O	-5.288	-2.457	21.919	0.026	-0.104	0.496
O	1.566	-4.378	-6.023	0.279	0.254	0.33
O	-1.488	0.886	-1.334	0.104	-0.208	-0.024
O	-0.912	-4.39	-1.545	0.525	0.143	-0.254
O	-4.624	4.483	-1.253	-0.058	0.444	-0.005
O	3.263	1.03	-6.542	0.277	0.379	0.031
O	-2.705	-2.627	-0.466	0.243	0.054	-0.333
O	3.892	0.489	22.827	0.106	-0.474	-0.157
O	6.352	-7.967	-3.683	0.428	0.317	0.259
O	2.036	7.457	-3.614	-0.041	-0.13	0.018
O	-6.912	3.83	24.53	0.087	-0.459	0.364
O	-5.896	7.936	-3.775	-0.323	0.376	-0.09
O	-1.508	4.582	-3.833	0.055	-0.015	0.473
O	1.458	-1.218	23.239	0.017	0.095	0.224
O	4.457	-3.617	23.16	-0.215	0.193	0.376
O	4.402	-4.494	-1.344	-0.383	-0.291	-0.143
O	5.407	0.085	-0.383	-0.17	0.283	-0.311
O	-7.021	0.889	-1.432	-0.315	-0.352	-0.028
O	-4.413	-0.596	-0.95	-0.266	0.275	0.124
O	5.556	-8.018	22.268	0.081	-0.122	0.086
O	-2.281	8.143	25.191	-0.182	-0.045	-0.012
O	7.172	-6.245	23.38	0.015	-0.192	0.135
O	-5.991	1.461	22.659	0.051	0.62	0.305
O	-7.044	-3.786	23.019	-0.463	-0.034	0.149
O	2.08	7.427	-6.244	0.549	-0.178	-0.356
O	4.982	7.976	25.612	0.163	0.369	-0.359
O	-1.376	7.199	22.935	0.129	0.413	0.026
O	0.885	0.677	-5.518	-0.317	0.284	0.329
O	-2.842	-4.625	-3.226	-0.002	0.609	-0.328
O	-2.818	5.351	21.977	0.283	-0.175	0.111
O	-0.36	-5.045	-4.213	-0.336	0.094	-0.095
O	0.776	-1.356	-1.213	-0.456	-0.052	-0.097
O	1.402	-6.997	-1.687	-0.357	0.08	-0.273
O	-0.066	2.719	21.936	-0.09	-0.194	0.335
O	-1.83	1.927	-3.776	0.2	0.008	-0.119
O	7.002	-5.827	26.092	-0.18	-0.373	-0.061
O	-7.515	-2.002	26.263	-0.231	-0.46	-0.536
O	-2.844	2.763	-0.344	-0.061	-0.166	-0.571
O	1.392	4.314	23.341	0.028	0.674	0.251
O	7.417	-7.555	-6.642	0.487	-0.031	0.514
O	6.557	-1.144	-3.752	0.038	-0.274	0.172
O	6.566	-3.522	-2.427	-0.131	-0.169	-0.051
O	5.065	3.531	-2.669	0.117	-0.245	0.187
O	1.339	1.036	-1.872	-0.39	-0.229	0.315
O	7.668	5.419	25.492	0.042	0.589	-0.206
O	4.25	5.773	-1.222	-0.437	-0.312	-0.199
O	8.1	-7.982	-0.441	0.104	0.083	-0.694
O	6.555	-5.974	-1.251	0.196	0.061	-0.254
O	4.988	-1.894	25.077	-0.415	0.258	-0.186
O	-0.183	-2.849	22.222	-0.026	-0.136	0.446
O	3.58	1.97	-0.931	0.353	0.461	-0.151
O	-5.083	-2.021	-2.971	0.472	-0.126	-0.561
O	0.078	-0.061	25.18	-0.144	-0.138	0.411
O	0.015	2.576	24.83	-0.309	0.415	0.213
O	0.573	5.696	-4.96	-0.048	-0.641	-0.137
O	-1.966	7.419	-1.046	-0.224	0.223	0.141
O	-2.053	5.598	24.985	0.283	-0.432	-0.162
O	-3.928	1.941	24.207	0.493	0.514	-0.48
O	-5.508	-3.292	25.335	0.621	0.266	-0.322
O	-4.103	7.814	-5.795	-0.226	-0.121	-0.237
O	-4.361	-6.393	-4.334	-0.091	0.247	-0.552
O	1.594	3.634	-1.367	-0.204	0.178	-0.545
O	1.886	3.9	26.021	-0.387	0.099	0.422
O	1.81	-1.039	-3.666	0.439	-0.372	0.107
O	-6.591	6.079	23.137	-0.238	0.129	0.399
O	2.35	-1.408	-6.125	-0.022	-0.555	-0.158
O	3.08	5.379	-5.088	0.28	0.12	0.336
O	7.366	-1.394	-1.298	0.554	-0.13	-0.072
O	0.174	7.228	24.92	0.264	-0.225	0.548
O	-4.789	5.452	25.027	-0.434	0.514	0.242
O	-6.787	-3.233	-1.128	-0.202	0.435	0.005
O	-0.443	-0.252	-3.314	-0.085	-0.409	-0.457
O	-3.92	-0.245	22.599	0.792	-0.134	0.314
O	-4.104	-6.382	-1.718	0.282	-0.414	-0.081
O	7.003	2.85	25.54	0.376	-0.372	0.07
O	2.719	-0.198	25.175	0.354	-0.192	0.563
O	-0.816	7.104	-3.336	0.435	-0.035	-0.003
O	-5.616	-5.297	-0.108	-0.345	0.152	0.139
O	-2.926	-0.471	-3.141	0.2	-0.42	-0.471
O	5.728	5.887	-3.351	-0.596	0.007	-0.442
O	-3.839	5.533	-6.956	-0.501	0.094	-0.143
O	-6.292	3.01	-2.722	-0.322	0.469	0.298
O	-5.184	3.344	-6.466	0	-0.255	0.759
O	4.827	-0.86	-5.608	-0.13	-0.78	0.084
O	-3.026	-5.721	25.293	-0.306	0.357	0.447
O	2.879	2.434	-3.384	-0.28	0.186	-0.162
O	-3.196	-6.704	22.783	0.5	-0.366	0.088
O	5.471	-5.511	-3.57	0.218	0.473	-0.416
O	-2.632	3.38	-5.856	0.319	-0.176	-0.316
O	1.808	3.096	-5.815	-0.53	0.03	0.572
O	-3.324	7.724	-3.28	-0.299	-0.403	0.268
O	-4.81	-4.944	23.585	-0.068	-0.196	-0.283
O	-5.462	-0.081	24.706	-0.284	-0.42	-0.165
O	3.931	6.719	23.386	-0.219	-0.476	0.153
O	5.145	1.125	-3.791	-0.053	-0.091	0.353
O	8.025	-4.965	-6.917	-0.128	0.472	0.657
O	3.294	6.012	25.789	-0.406	0.085	0.082
O	4.301	-7.274	-5.154	-0.172	-0.229	0.16
O	-7.577	-2.525	-3.395	0.08	0.055	-0.449
O	6.75	-3.871	24.448	0.016	-0.034	0.48
O	6.737	-0.34	26.294	-0.004	0.37	-0.285
O	-7.161	-0.232	-6.445	0.347	0.075	0.237
O	-5.57	-4.497	-3.065	-0.363	-0.111	-0.364
O	6.848	0.71	-5.696	-0.165	0.367	-0.44
O	-7.604	2.404	-6.452	-0.561	0.432	0.233
O	-0.157	-1.744	-5.622	-0.432	-0.34	0.468
O	4.449	3.248	-5.283	0.545	0.018	-0.45
O	-4.922	4.047	22.827	-0.052	-0.503	0.083
O	6.588	6.532	-5.673	0.192	-0.504	-0.194
O	-3.878	3.489	-3.564	0.009	-0.107	0.114
O	-8.066	6.518	-3.642	0.025	-0.241	-0.068
O	-1.792	6.499	-5.692	0.079	0.192	-0.159
O	-7.207	-5.282	24.941	0.288	-0.206	0.417
O	1.957	-6.209	-4.078	0.457	0.182	-0.166
O	7.156	4.203	23.234	-0.118	0.498	0.268
O	5.438	2.576	22.182	-0.073	-0.044	0.319
O	0.959	-7.422	22.929	-0.446	-0.321	0.02
O	0.562	-6.77	-6.211	-0.497	-0.31	-0.091
O	0.406	-6.489	25.248	-0.257	0.521	-0.467
O	-2.018	1.337	25.835	0.199	-0.231	0.511

Results
total energy: -101652.522 eV
total energy less fixed offsets of O -438.25, Si -107.07 eV per atom: 0.678 eV
